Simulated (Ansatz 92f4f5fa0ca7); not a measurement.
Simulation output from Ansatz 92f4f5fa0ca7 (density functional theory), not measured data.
Periodic cell of 424 atoms, Si264O160, from a study of silicon, its oxide and their interface. The atomic structure is a simulated model.
Doubt: the cutoff is far below the 930 eV that the study's wrapper takes by default for these files, so forces and energies are approximate.

Settings: functional PBE; potential files Ansatz PAW; basis plane waves; wave-function cutoff 580 eV; density cutoff ratio 5; exchange-correlation grid ratio 1; k mesh 1 x 1 x 1, Gamma-centred; self-consistency stop 5e-08 eV per atom in the density residual; occupations fixed; spin none; net charge 0.

Cell vectors (angstrom)
a	15.4687	0	0
b	0	12.8259	0
c	0	0	37.4007

Atoms and the computed forces on them: element, x, y, z (angstrom), force x, y, z (eV/angstrom)
Si	-0.039	1.173	34.722	0.051	-0.04	-0.12
Si	3.853	1.175	34.709	-0.024	0.001	-0.114
Si	7.739	1.17	34.714	0.028	-0.001	-0.084
Si	11.606	1.181	34.695	-0.03	-0.053	-0.101
Si	1.964	7.58	34.759	-0.022	-0.032	-0.024
Si	5.874	7.576	34.743	-0.042	0.056	-0.045
Si	9.702	7.573	34.708	-0.035	-0.119	-0.079
Si	13.516	7.585	34.741	0.022	-0.022	-0.051
Si	1.934	5.247	35.134	-0.178	-0.079	-0.299
Si	5.801	5.247	35.134	0.091	0.076	0.492
Si	9.668	5.247	35.134	-0.015	-0.056	-0.36
Si	13.535	5.247	35.134	-0.088	0.029	0.058
Si	0	11.66	35.134	-0.127	0.216	0.049
Si	3.867	11.66	35.134	0.083	0.119	0.111
Si	7.734	11.66	35.134	0.22	0.019	-0.235
Si	11.602	11.66	35.134	-0.226	0.158	-0.021
Si	0	4.664	36.371	0.015	0.001	-0.02
Si	3.867	4.664	36.371	0.035	0.019	-0.03
Si	7.734	4.664	36.371	-0.05	-0.034	-0.001
Si	11.602	4.664	36.371	0.026	-0.053	-0.04
Si	1.934	11.077	36.371	0.015	-0.028	-0.051
Si	5.801	11.077	36.371	-0.043	-0.004	-0.039
Si	9.668	11.077	36.371	0.019	0.079	0.057
Si	13.535	11.077	36.371	0.037	-0.026	-0.052
Si	0	2.332	36.783	-0.129	0.052	0.012
Si	3.867	2.332	36.783	0.018	-0.008	-0.044
Si	7.734	2.332	36.783	0.04	0.033	-0.022
Si	11.602	2.332	36.783	0.016	0.013	-0.11
Si	1.934	8.745	36.783	0.086	0.074	0.279
Si	5.801	8.745	36.783	0.185	0.023	0.137
Si	9.668	8.745	36.783	0.076	-0.008	-0.114
Si	13.535	8.745	36.783	-0.115	0.063	0.17
Si	1.934	1.749	0.619	-0.017	-0.047	-0.049
Si	5.801	1.749	0.619	-0.022	-0.03	-0.025
Si	9.668	1.749	0.619	-0.025	-0.034	-0.013
Si	13.535	1.749	0.619	0.047	0.003	-0.014
Si	0	8.162	0.619	0.015	-0.029	-0.014
Si	3.867	8.162	0.619	-0.016	0.001	-0.002
Si	7.734	8.162	0.619	-0.045	0.024	0.01
Si	11.602	8.162	0.619	-0.037	0.035	0.016
Si	0	5.83	1.031	-0.01	0.021	0.034
Si	3.867	5.83	1.031	-0.045	-0.023	-0.015
Si	7.734	5.83	1.031	0.057	0.017	0.026
Si	11.602	5.83	1.031	-0.045	-0.008	-0.019
Si	1.934	12.243	1.031	-0.003	0.024	0.033
Si	5.801	12.243	1.031	0.045	0	0.008
Si	9.668	12.243	1.031	-0.017	-0.012	0.023
Si	13.535	12.243	1.031	-0.035	-0.012	-0.004
Si	1.934	5.247	2.268	0.084	0.022	0.064
Si	5.801	5.247	2.268	-0.129	-0.024	-0.014
Si	9.668	5.247	2.268	0.022	-0.034	-0.145
Si	13.535	5.247	2.268	-0.033	0.003	-0.067
Si	0	11.66	2.268	-0.058	-0.043	0.038
Si	3.867	11.66	2.268	0.001	-0.044	-0.079
Si	7.734	11.66	2.268	-0.008	-0.019	-0.022
Si	11.602	11.66	2.268	0.094	-0.027	-0.102
Si	1.934	2.915	2.68	0.021	0.103	0.104
Si	5.801	2.915	2.68	0.036	0.032	0.027
Si	9.668	2.915	2.68	0.014	0.047	0.026
Si	13.535	2.915	2.68	-0.043	-0.017	0.016
Si	0	9.328	2.68	-0.016	0.025	0.024
Si	3.867	9.328	2.68	0.027	0.02	0.045
Si	7.734	9.328	2.68	0.048	-0.029	0.012
Si	11.602	9.328	2.68	0.025	-0.039	-0.023
Si	-0.428	-1.52	26.712	-0.04	-0.129	-0.096
Si	6.675	2.626	25.626	0.021	0.07	-0.163
Si	7.851	0.823	27.808	-0.026	0.013	0.761
Si	10.956	0.792	27.747	0.116	0.15	0.395
Si	2.257	6.53	28.556	0.058	0.715	0.23
Si	5.316	6.923	27.955	0.061	0.045	0.441
Si	9.593	6.501	28.012	-0.003	0.099	0.407
Si	14.766	6.506	28.362	-0.499	0.314	-0.013
Si	2.842	3.487	28.407	0.317	0.042	-0.241
Si	7.288	4.481	27.916	0.036	-0.096	0.263
Si	11.547	4.679	26.835	-0.141	0.066	0.017
Si	15.46	2.287	28.567	0.149	-0.322	-0.157
Si	-0.045	11.08	29.012	0.212	0.121	0.37
Si	3.533	11.251	28.428	0.214	-0.006	0.039
Si	7.846	10.454	28.27	-0.209	0.061	0.149
Si	11.224	10.448	27.761	0.292	-0.189	0.232
Si	-0.885	4.275	29.483	0.169	-0.048	0.17
Si	4.401	3.193	30.073	0.206	0.081	0.107
Si	6.827	3.447	29.936	-0.236	-0.046	0.162
Si	12.262	3.585	29.748	-0.248	0.27	-0.178
Si	1.955	10.138	29.794	-0.115	-0.199	0.055
Si	6.039	9.942	29.711	-0.153	0.113	0.071
Si	9.735	9.877	29.521	0.117	0.017	0.026
Si	13.596	9.957	29.82	0.11	0.294	-0.516
Si	-0.037	0.478	30.068	0.06	-0.163	-0.146
Si	3.834	0.934	30.314	0.347	-0.501	-0.072
Si	7.629	1.284	30.136	-0.163	-0.007	-0.151
Si	11.626	1.311	30.027	-0.023	-0.069	-0.058
Si	2.072	7.791	30.445	0.006	0.3	0.013
Si	5.831	7.648	30.167	0.066	0.011	-0.121
Si	9.812	7.586	30.086	-0.199	0.024	0.053
Si	13.759	7.691	30.202	0.186	-0.414	-0.166
Si	1.876	0.532	31.489	-0.236	0.043	0.141
Si	5.827	0.475	31.444	0.016	-0.264	0.106
Si	9.666	0.737	31.281	-0.028	-0.023	0.119
Si	13.469	0.524	31.345	-0.094	-0.053	0.064
Si	0.098	7.123	31.576	0.01	0.163	0.086
Si	3.987	7.038	31.521	0.097	-0.068	0.163
Si	7.811	7.029	31.327	0.068	-0.074	0.016
Si	11.74	7.028	31.338	-0.026	0.081	-0.043
Si	-0.09	4.772	31.753	0.095	-0.177	-0.216
Si	3.878	4.64	31.871	-0.058	0.06	0.089
Si	7.641	4.703	31.799	0.035	0.077	-0.105
Si	11.607	4.724	31.761	-0.06	-0.19	-0.168
Si	1.967	11.072	31.94	-0.029	0.035	0.008
Si	5.867	11.008	31.854	0.041	0.007	-0.151
Si	9.695	11.155	31.645	0.01	0.004	-0.168
Si	13.413	11.067	31.884	-0.081	0.036	0.046
Si	1.878	4.098	33.006	-0.108	0.018	-0.023
Si	5.795	4.099	33.13	-0.092	-0.056	-0.079
Si	9.645	4.103	32.995	-0.088	0	-0.062
Si	13.503	4.134	33.052	0.063	-0.103	0.015
Si	-0.038	10.521	33.077	0.041	-0.142	-0.105
Si	3.916	10.462	33.112	0.041	-0.031	-0.145
Si	7.829	10.5	33.034	-0.048	-0.12	-0.073
Si	11.509	10.502	33.075	0.008	-0.026	-0.054
Si	1.884	1.777	33.489	0.087	0.018	0.001
Si	5.806	1.742	33.471	-0.076	0.038	-0.014
Si	9.666	1.764	33.438	-0.002	-0.01	-0.036
Si	13.527	1.766	33.412	-0.055	0.075	-0.064
Si	0.008	8.225	33.616	0.049	-0.028	-0.111
Si	3.928	8.158	33.579	0.083	-0.124	-0.033
Si	7.79	8.155	33.447	0.082	0.104	-0.143
Si	11.62	8.162	33.435	-0.06	0.06	0.02
Si	0	2.332	3.917	-0.053	-0.159	0.389
Si	3.867	2.332	3.917	-0.087	-0.041	0.334
Si	7.734	2.332	3.917	-0.061	-0.107	-0.115
Si	11.602	2.332	3.917	0.033	-0.028	-0.371
Si	1.934	8.745	3.917	0.06	-0.172	0.146
Si	5.801	8.745	3.917	0.028	-0.102	0.148
Si	9.668	8.745	3.917	-0.062	0.009	0.08
Si	13.535	8.745	3.917	-0.15	0.035	-0.181
Si	1.938	6.392	4.351	-0.021	0	0.041
Si	5.76	6.406	4.334	0.054	0.029	0.033
Si	9.67	6.411	4.309	-0.023	-0.034	0.021
Si	13.523	6.408	4.325	0.002	0.007	0.093
Si	-0.004	12.818	4.339	0.031	0.103	0.094
Si	3.869	12.815	4.324	-0.025	0.048	0.115
Si	7.73	12.826	4.321	-0.017	0.084	0.099
Si	11.612	12.833	4.309	-0.008	0.003	0.082
Si	-0.021	5.759	5.539	0.094	-0.019	0.061
Si	3.857	5.807	5.646	-0.033	0.05	0.06
Si	7.722	5.809	5.496	-0.061	-0.028	0.101
Si	11.587	5.837	5.564	0.032	0.022	0.112
Si	1.941	12.214	5.577	-0.019	-0.029	-0.136
Si	5.802	12.232	5.569	-0.056	-0.126	0.01
Si	9.681	12.238	5.521	0.053	0.002	0.057
Si	13.517	12.31	5.609	0.038	-0.106	-0.085
Si	-0.05	3.447	6.068	-0.122	0.105	-0.123
Si	3.842	3.462	6.058	0.112	0.048	-0.103
Si	7.697	3.48	5.968	0.067	0.085	0.061
Si	11.615	3.482	5.94	-0.156	0.087	0.1
Si	1.937	9.861	6.014	0.051	0.002	0.242
Si	5.826	9.899	6.001	-0.007	0.153	0.156
Si	9.628	9.917	5.985	0.006	0.069	0.196
Si	13.479	9.972	5.92	-0.028	0.061	0.165
Si	1.895	2.891	7.297	-0.027	0.248	0.6
Si	5.813	2.843	7.269	-0.055	-0.027	0.089
Si	9.67	2.931	7.14	-0.045	-0.095	0.065
Si	13.43	2.881	7.333	0.066	0.115	0.17
Si	-0.113	9.225	7.091	-0.039	-0.064	-0.134
Si	3.933	9.29	7.294	-0.089	0.033	-0.157
Si	7.734	9.32	7.316	0.051	-0.13	0.236
Si	11.577	9.421	7.223	0.007	-0.06	0.067
Si	-0.085	6.932	7.563	-0.102	-0.002	-0.176
Si	3.882	6.961	7.757	0.104	0.031	-0.005
Si	7.702	6.934	7.553	-0.045	0.241	0.005
Si	11.556	7.098	7.593	-0.095	0.159	0.058
Si	1.957	13.386	7.633	-0.04	-0.149	-0.236
Si	5.801	13.335	7.664	0.22	-0.027	-0.039
Si	9.732	13.407	7.568	0.016	0.086	-0.008
Si	13.527	13.371	7.764	-0.079	-0.062	-0.127
Si	1.814	6.916	8.942	-0.094	0.163	0.143
Si	5.905	6.231	8.911	0.065	0.222	0.053
Si	9.62	6.464	8.811	0.22	0.052	-0.029
Si	13.425	6.41	8.829	0.025	0.154	-0.037
Si	0.065	12.551	8.741	0.034	-0.023	0.697
Si	3.844	12.725	8.863	-0.052	0.294	0.533
Si	7.834	12.718	8.748	-0.151	0.018	-0.035
Si	11.559	12.859	9.003	0.057	-0.084	0.143
Si	1.644	4.823	9.918	0.027	0.244	0.008
Si	6.187	3.944	9.339	-0.516	-0.099	0.128
Si	10.084	4.178	9.113	-0.039	0.114	-0.274
Si	12.594	4.193	9.206	-0.138	0.117	-0.227
Si	-0.126	10.254	9.168	0.283	-0.171	-0.097
Si	3.994	10.455	9.384	-0.243	-0.046	-0.022
Si	7.859	10.489	9.513	-0.049	-0.159	-0.313
Si	11.549	10.509	9.375	-0.172	-0.159	-0.204
Si	-0.115	3.625	11.993	0.425	-0.289	0.296
Si	3.959	3.888	11.677	0.136	-0.095	0.331
Si	8.244	3.334	10.413	0.229	0.181	0.522
Si	12.357	3.705	11.456	0.211	0.053	-0.21
Si	1.503	8.953	10.354	0.129	-0.223	0.267
Si	5.859	10.078	10.73	0.047	0.188	0.564
Si	9.772	9.737	10.767	0.327	0.369	0.272
Si	13.498	10.015	10.556	-0.051	0.598	0.431
Si	0.497	0.627	11.822	0.277	0.031	-0.09
Si	3.385	0.929	11.899	-0.152	-0.081	0.107
Si	8.245	1.023	10.722	-0.357	-0.459	0.05
Si	11.217	0.834	11.257	-0.162	-0.413	-0.179
Si	0.103	7.869	12.914	0.201	-0.079	0.281
Si	6.663	7.202	10.971	-0.236	-0.585	0.286
Si	9.089	7.498	10.907	-0.153	-0.449	0.331
Si	13.421	7.721	10.82	-0.049	-0.541	-0.031
O	9.409	1.357	27.516	0.083	-0.136	-0.355
O	0.881	-0.651	26.265	-0.036	-0.018	0.031
O	13.023	4.645	26.101	0.012	-0.109	0.065
O	3.674	6.934	27.804	-0.146	-0.213	-0.309
O	-0.979	7.132	11.945	-0.296	0.002	-0.333
O	1.875	3.591	8.849	-0.025	-0.091	-0.572
O	9.617	13.29	11.502	0.186	0.061	-0.137
O	1.989	12.999	12.309	-0.018	-0.026	-0.188
O	4.538	13.2	12.886	0.03	-0.118	-0.135
O	13.617	10.806	12.052	-0.002	-0.215	-0.225
O	0.694	6.694	13.886	0.001	0.101	-0.107
O	6.348	6.389	12.366	0.245	0.207	-0.365
O	5.655	8.487	11.104	0.279	0.239	-0.222
O	0.536	9.068	16.222	0.019	0.014	0.034
O	14.857	13.008	12.904	-0.119	-0.035	-0.036
O	6.946	13.43	11.656	0.191	-0.047	-0.152
O	10.25	10.206	12.351	-0.039	-0.121	-0.498
O	4.51	4.627	13.015	-0.092	-0.07	-0.239
O	7.945	3.826	11.999	0.025	0.048	-0.403
O	0.566	4.102	13.398	-0.1	-0.024	-0.257
O	9.671	6.765	12.344	-0.135	0.125	-0.237
O	12.177	12.955	12.372	-0.122	0.001	-0.033
O	5.756	10.751	12.259	-0.034	-0.08	-0.465
O	13.766	3.392	12.204	-0.181	0.04	0.142
O	10.459	4.046	25.799	0.065	-0.083	0.096
O	8.577	7.404	27.139	0.01	0.032	-0.138
O	-0.556	9.9	25.816	-0.037	0.213	0.155
O	6.71	1.377	26.728	0.089	-0.21	0.043
O	7.741	9.803	26.741	-0.009	0.116	0.156
O	5.262	3.318	25.088	0.082	-0.065	0.072
O	13.958	6.848	26.959	0.031	-0.094	0.186
O	12.036	1.442	26.684	-0.168	0.043	-0.086
O	0.823	6.992	27.868	0.032	-0.352	-0.082
O	3.652	3.464	27.009	-0.069	-0.058	-0.066
O	11.221	9.747	26.273	-0.131	-0.008	0.181
O	2.993	13.513	25.451	-0.044	-0.07	0.009
O	5.952	7.881	26.787	-0.135	-0.033	-0.088
O	13.784	-0.496	26.376	-0.023	-0.051	-0.158
O	7.486	3.763	26.468	0.047	0.003	-0.132
O	14.651	1.904	27.172	0.088	0.251	0.246
Si	14.773	1.669	23.399	0.187	0.07	-0.016
Si	-1.334	12.87	18.776	-0.102	-0.089	-0.088
Si	16.625	8.182	22.876	0.005	-0.014	0.239
Si	9.351	15.226	15.658	-0.05	0.061	-0.008
Si	9.556	10.215	13.829	-0.234	0.017	0.267
Si	5.297	3.588	20.327	-0.075	0.129	0.112
Si	11.863	6.884	23.576	-0.061	-0.092	-0.034
Si	0.737	3.988	22.025	0.009	-0.14	0.141
Si	10.221	12.422	15.983	0.128	0.102	0.086
Si	16.765	11.107	22.981	-0.007	-0.039	0.084
Si	1.53	12.395	20.093	-0.006	0.003	0.228
Si	7.471	8.262	26.323	0.127	-0.088	-0.032
Si	8.041	13.518	17.73	0.073	0.103	-0.213
Si	13.467	12.153	12.969	0.106	0.12	0.186
Si	12.904	6.259	15.195	0.249	-0.166	0.249
Si	6.119	13.518	13.059	-0.011	0.141	0.204
Si	5.53	6.29	21.923	0.08	0.023	0.12
Si	3.344	10.048	19.027	0.005	-0.147	-0.105
Si	5.689	5.576	13.595	0.095	-0.023	0.1
Si	9.927	4.531	24.339	0.072	0.144	-0.235
Si	3.003	1.805	21.317	-0.017	-0.006	0.174
Si	12.796	13.113	21.368	0.012	-0.013	0.133
Si	13.576	1.131	26.218	0.194	-0.085	0.144
Si	6.521	10.789	13.697	-0.139	0.239	0.121
Si	-0.917	8.848	15.51	0.058	-0.105	0.13
Si	6.302	11.298	18.476	0.119	-0.09	-0.219
Si	11.262	6.453	12.562	0.109	0.094	0.198
Si	8.506	10.573	20.604	0.043	-0.019	0.018
Si	10.208	12.002	22.858	-0.013	0.068	0.003
Si	9.986	8.484	19.06	-0.013	-0.095	-0.142
Si	12.66	2.526	19.51	-0.014	0.04	0.004
Si	2.402	1.427	24.115	0.028	0.088	0.114
Si	-0.969	9.801	24.213	0.077	0.012	-0.02
Si	18.542	7.483	20.799	-0.043	-0.087	0.074
Si	11.366	9.669	24.65	0.111	-0.122	-0.15
Si	10.388	5.29	16.548	0.035	-0.03	-0.09
Si	1.554	5.744	24.506	0.092	0.04	-0.152
Si	6.407	9.191	16.22	-0.076	-0.097	-0.192
Si	7.792	6.669	23.776	0.058	-0.136	-0.143
Si	-1.002	5.046	19.762	0.053	0.019	-0.114
Si	12.078	6.754	20.488	-0.041	0.084	0.108
Si	14	5.892	25.632	-0.042	0.108	-0.196
Si	7.946	7.734	21.076	0.04	-0.13	0.088
Si	4.322	7.075	16.042	0.041	0.063	-0.144
Si	3.708	3.793	25.432	-0.211	-0.075	-0.116
Si	10.421	4.413	19.384	-0.037	0.087	-0.126
Si	2.391	12.021	25.715	-0.062	0.233	-0.21
Si	8.182	15.254	20.249	0.086	-0.064	0.054
Si	3.529	5.257	18.482	-0.032	0.156	-0.211
Si	9.307	8.056	15.971	-0.142	-0.116	0.011
Si	0.139	5.257	14.448	-0.05	0.033	0.158
Si	0.899	5.404	17.453	-0.015	0.016	-0.282
Si	1.833	8.287	16.815	-0.06	-0.1	-0.248
Si	13.117	11.507	16.126	-0.127	-0.16	0.056
Si	8.74	1.889	23.29	0.093	0.071	-0.008
Si	7.471	3.348	13.481	-0.241	-0.053	0.395
O	9.559	6.452	15.753	0.017	0.039	-0.018
O	11.99	5.577	16.359	-0.009	0.016	-0.002
O	14.981	5.065	18.216	-0.048	-0.027	0.109
O	18.199	9.276	17.728	0.1	0.125	0.134
O	1.75	7.33	24.149	-0.038	-0.039	-0.023
O	11.691	-0.504	22.25	0.019	0.002	-0.046
O	9.965	5.337	18.117	-0.025	-0.017	0.131
O	10.443	14.008	15.605	-0.048	-0.064	-0.023
O	-3.356	1.664	20.791	0.009	0.013	-0.045
O	13.788	1.679	24.697	-0.136	-0.038	0.098
O	2.719	15.802	24.435	-0.031	0.037	0.055
O	15.567	5.496	25.292	0.053	-0.092	0.056
O	6.279	2.222	13.58	0.086	0.024	-0.124
O	10.394	10.768	23.922	-0.027	0.029	0.053
O	9.678	10.005	19.593	-0.005	0.005	0.036
O	1.857	2.953	21.461	-0.004	0.054	-0.125
O	6.244	6.291	23.395	-0.008	-0.029	-0.054
O	10.076	3.793	16.03	0.026	0.015	0.009
O	7.859	9.319	21.428	-0.008	0.037	-0.038
O	-1.864	3.714	20.048	-0.024	-0.036	0.045
O	4.095	7.049	22.011	-0.004	-0.005	-0.056
O	11.577	11.766	16.592	0.065	-0.016	0.019
O	1.848	9.625	22.623	-0.002	-0.061	-0.037
O	3.169	1.014	22.743	0.024	-0.003	-0.104
O	4.461	2.377	20.977	0.049	-0.027	-0.028
O	7.478	14.912	24.308	-0.119	0.055	0.173
O	6.66	12.381	14.108	0.066	-0.084	-0.072
O	11.162	5.403	20.437	-0.011	-0.087	0.011
O	6.551	12.818	17.861	-0.056	-0.052	0.075
O	13.84	7.421	15.868	-0.084	0.012	-0.049
O	8.132	14.797	16.686	-0.054	-0.139	0.131
O	14.042	12.129	17.322	0.084	0.103	0.145
O	4.746	10.878	18.777	-0.066	0.043	0.072
O	2.109	4.542	18.121	0.05	-0.047	0.085
O	13.588	6.399	19.99	0.028	-0.008	-0.044
O	2.337	11.449	24.191	0.034	0.005	0.014
O	6.861	4.645	14.275	0.075	0.036	-0.147
O	9.194	3.699	20.152	-0.002	0.01	0.007
O	9.816	11.608	14.634	0.054	-0.046	-0.141
O	7.705	8.29	15.851	0.07	0.024	0.039
O	9.567	13.328	23.594	0.035	-0.049	0.021
O	11.388	3.229	18.776	0.067	-0.052	0.024
O	9.907	8.467	17.434	0.041	0.083	0.074
O	11.917	6.81	14.02	-0.27	0.011	-0.285
O	8.545	5.405	24.471	-0.046	0.032	0.086
O	5.396	4.746	21.462	0	-0.056	-0.021
O	17.019	7.45	21.451	0.02	0.013	-0.094
O	13.271	6.647	24.384	0.099	-0.008	0.061
O	0.816	4.974	15.889	0.004	0.007	0.054
O	7.715	7.981	24.742	-0.039	0.075	0.138
O	7.969	10.099	13.507	0.148	-0.162	-0.109
O	13.282	12.236	20.053	0.037	0.009	-0.047
O	12.893	9.915	24.109	-0.108	0.039	0.042
O	13.975	5.19	14.584	-0.08	0.059	-0.06
O	14.978	3.159	22.742	-0.044	0.015	0.002
O	3.251	6.388	19.616	0.008	0.041	0.062
O	9.712	3.196	23.439	-0.021	-0.058	0.042
O	-1.936	14.381	18.527	0.021	-0.004	0.028
O	2.584	13.63	20.115	-0.011	-0.004	-0.124
O	-0.631	8.956	13.899	-0.018	0.043	-0.158
O	0.793	1.182	23.897	-0.013	-0.063	-0.021
O	5.06	6.573	14.697	-0.01	0.01	-0.007
O	9.077	12.372	17.156	-0.064	-0.001	0.042
O	7.265	11.251	19.795	-0.025	0.041	0.074
O	8.753	2.657	14.18	0.133	-0.011	-0.115
O	4.153	5.876	17.115	-0.004	-0.083	0.084
O	8.197	14.656	21.759	-0.042	-0.007	-0.097
O	11.452	7.946	19.552	0.001	0.02	-0.001
O	6.468	7.093	20.84	-0.006	0.019	-0.087
O	6.861	10.22	17.385	-0.022	0.092	0.113
O	15.22	11.098	23.523	-0.027	-0.044	-0.057
O	13.491	9.93	16.061	-0.037	0.054	-0.014
O	11.006	8.124	24.221	-0.036	0.068	0.106
O	3.518	8.944	20.218	0.029	0.08	-0.015
O	10.015	8.97	14.805	0.051	0.076	-0.16
O	6.724	15.834	19.873	-0.024	0.02	-0.066
O	2.863	7.723	15.66	-0.022	0.038	0.136
O	8.547	14.065	19.188	0.014	0.011	0.106
O	8.839	7.507	19.733	-0.019	0.051	0.026
O	5.251	8.201	16.764	0.02	0.057	0.112
O	0.23	4.936	20.811	-0.037	0.076	-0.002
O	5.792	9.978	14.912	0.096	0.017	0.019
O	0.22	12.86	19.254	0.02	0.031	-0.032
O	12.169	7.263	22.029	0.038	0.019	-0.078
O	4.571	4.146	18.995	0.056	-0.084	-0.002
O	11.032	5.489	23.625	0.032	-0.003	0.079
O	15.065	8.505	23.348	0.057	0.025	0.005
O	13.28	12.031	14.593	-0.028	-0.026	-0.346
O	9.178	11.604	21.659	-0.042	-0.036	-0.074
O	1.433	4.974	23.091	-0.02	0.054	-0.03
O	16.701	12.029	21.658	0.045	0.038	-0.122
O	8.603	7.003	22.39	-0.064	0.075	-0.039
O	2.194	11.116	19.391	-0.042	0.018	-0.053
O	1.228	7	17.624	0.003	0.004	0.13
O	14.098	0.692	22.28	-0.059	-0.035	-0.082
O	2.96	5.28	25.263	0.005	0.017	0.025
O	1.221	8.571	11.962	-0.117	0.125	-0.311
O	10.911	-0.809	27.491	-0.119	0.107	-0.132
O	2.131	4.92	28.731	-0.22	0.136	-0.118
O	10.987	6.201	27.194	0.122	0.004	-0.09
O	5.968	5.441	27.707	-0.03	0.171	-0.159
O	3.257	11.196	26.799	0.118	-0.07	0.184
O	2.842	4.867	11.028	-0.009	-0.028	-0.073
O	11.53	3.901	28.26	0.229	-0.091	0.278
O	3.253	2.52	12.17	0.028	0.083	-0.09
O	11.928	7.425	11.441	-0.049	0.036	-0.075
O	0.557	2.22	11.607	-0.075	0.115	-0.008
O	11.338	2.435	11.514	0.053	0.05	0.179
O	-2.758	-2.605	28.404	0.069	-0.02	0.289
O	5.101	3.537	10.567	0.368	0.049	-0.295
O	7.797	12.034	27.865	0.043	-0.106	-0.323
O	3.751	0.692	10.334	0.091	-0.078	-0.307
O	15.687	4.615	10.735	-0.029	0.107	-0.153
O	0.088	12.87	10.376	-0.089	0.024	-0.189
O	3.754	12.828	28.889	-0.064	0.098	0.183
O	11.572	4.891	12.248	-0.081	-0.063	0.019
O	4.892	10.377	28.584	-0.118	0.069	0.04
O	8.752	5.121	28.294	-0.047	0.065	-0.082
O	2.845	9.891	10.476	0.252	0.085	-0.464
O	1.621	2.409	28.25	-0.093	0.058	0.013

Results
free energy: -258827.054 eV
free energy less fixed offsets of O -568.88, Si -635.61 eV per atom: -5.214 eV

The program warned: the cutoff lies below the one the program advises for these potential files; the exchange-correlation potential is rough where the density is thin.
